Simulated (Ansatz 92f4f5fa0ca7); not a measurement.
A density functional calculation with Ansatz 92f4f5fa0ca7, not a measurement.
Periodic cell of 268 atoms, Si148O120, from a study of silicon, its oxide and their interface. The atomic structure is a simulated model.
This geometry differs little from another in the collection (a relaxation step or a small displacement).

Settings: functional r2SCAN; potential files Ansatz PAW; basis plane waves; wave-function cutoff 800 eV; density cutoff ratio 5; exchange-correlation grid ratio 1; k mesh 1 x 1 x 1, shifted by 0.5 0.5 0 of a step; self-consistency stop 1e-10 eV per atom in the density residual; occupations fixed; spin none; net charge 0.

Cell vectors (angstrom)
a	10.88	0	0
b	0	10.88	0
c	0	0	37.6809

Atoms and the computed forces on them: element, x, y, z (angstrom), force x, y, z (eV/angstrom)
Si	-0.3843	0.2263	-0.1359	0.0029	-0.0067	-0.0161
Si	3.1161	2.3126	-0.0345	-0.0023	-0.0047	-0.0137
Si	-0.329	5.8354	-0.3583	-0.0005	-0.0014	-0.0197
Si	3.0208	8.0582	-0.0227	-0.0077	0.0042	-0.0189
Si	5.3361	0.1966	0.416	0.0059	0.0039	-0.0153
Si	8.3028	2.474	-0.3516	-0.006	-0.0032	-0.0217
Si	5.2837	5.8794	0.0388	0.008	-0.0079	-0.0137
Si	8.2745	7.9497	0.2389	-0.0012	-0.0028	-0.0123
Si	1.2732	1.3407	1.1135	0.001	0	0.0008
Si	4.1504	4.1234	1.1024	0.0005	0.0002	0.0026
Si	1.2955	6.8881	1.0604	-0.0015	-0.0006	0.0062
Si	4.1516	9.4061	1.4847	-0.0015	-0.0037	-0.0019
Si	6.9938	1.4464	1.3583	-0.0006	0.0014	0.0029
Si	9.4956	4.1097	0.9485	-0.0016	0.0025	0.0033
Si	6.7965	6.7771	1.5763	-0.0012	0.0015	-0.0018
Si	9.4756	9.5943	1.3328	0.0016	0.0037	0.0047
Si	-0.0276	2.7817	2.4514	0.002	0.0004	-0.0001
Si	2.6641	-0.0096	2.5868	-0.0057	0.0012	-0.0001
Si	0.0154	8.185	2.5722	-0.0012	-0.0003	-0.0013
Si	2.7014	5.4836	2.4474	-0.0021	-0.0031	-0.0033
Si	5.4829	2.7869	2.5859	0.0019	0.0036	-0.0001
Si	8.1976	0.0337	2.75	0.0029	0.0001	-0.0018
Si	5.4823	8.1498	2.8789	0.0004	-0.0017	-0.0034
Si	8.2149	5.304	2.6176	0.0005	-0.0013	-0.0011
Si	1.3646	4.1101	3.8477	-0.0001	0.0011	0.0034
Si	4.0732	1.3868	3.8992	-0.0003	0.0004	-0.0009
Si	1.3617	9.5073	3.9727	0.0023	0.0022	0.0029
Si	4.0305	6.7437	4.0001	-0.0015	0.0018	0.0053
Si	6.8299	4.0437	4.0145	-0.0036	-0.0011	0.0015
Si	9.594	1.4196	3.974	-0.0001	0	0.0042
Si	6.8254	9.5775	4.1088	0.0021	0.0002	0.0006
Si	9.5432	6.7769	3.9095	0.0036	-0.0011	0.0002
Si	0.037	0.0091	5.3211	-0.0001	-0.001	-0.0002
Si	2.72	2.7439	5.2552	-0.0014	0.0005	0.001
Si	0.0255	5.4415	5.282	-0.0008	0.0001	0.001
Si	2.7064	8.1489	5.3414	-0.0029	-0.0017	-0.0008
Si	5.4031	0.0576	5.3495	0.0014	0	0.0008
Si	8.1827	2.6982	5.3621	0.0012	0.0018	-0.0003
Si	5.4504	5.4194	5.3309	0.0025	-0.0013	-0.0003
Si	8.2071	8.1388	5.3306	0.0015	-0.0003	0.0022
Si	1.3954	1.3687	6.657	-0.001	0.0015	-0.0007
Si	4.0792	4.0685	6.6638	-0.0012	0.0002	-0.0006
Si	1.3505	6.7935	6.6869	-0.0003	-0.0005	-0.0006
Si	4.0726	9.5314	6.6786	-0.0008	-0.0003	-0.0001
Si	6.8059	1.3515	6.7111	0.0009	0.0003	-0.0005
Si	9.5475	4.0866	6.6735	0.0011	-0.0005	0
Si	6.8193	6.7872	6.6716	0.0008	-0.0013	0
Si	9.5625	9.5133	6.674	0.0004	-0.0011	-0.0004
Si	0.0155	2.6996	8.0197	-0.0001	-0.0002	0.0014
Si	2.7238	0.0101	8.0481	-0.001	-0.0004	0.0007
Si	0.0115	8.1557	8.0627	0.0007	-0.0008	0.0002
Si	2.7077	5.4221	8.0218	-0.001	-0.0019	-0.0003
Si	5.4423	2.7281	8.0335	0.0008	0.0013	-0.0005
Si	8.1923	-0.0255	8.0227	0.0022	0.0027	0.0002
Si	5.45	8.1558	7.993	-0.0004	-0.0017	0.001
Si	8.1897	5.4398	8.0454	-0.0001	0.0004	0.0006
Si	1.3484	4.0566	9.3904	0.002	0.0017	-0.0013
Si	4.0727	1.3932	9.3922	0.0011	0.0015	-0.0009
Si	1.3588	9.5316	9.4176	-0.0003	-0.0019	0.0005
Si	4.0723	6.8047	9.3382	-0.0028	-0.0004	-0.0008
Si	6.8277	4.0615	9.384	0.0012	-0.0028	0.0001
Si	9.539	1.3439	9.3969	-0.0024	0.0007	0
Si	6.8523	9.4654	9.335	0.0021	0.0013	-0.0007
Si	9.5524	6.782	9.4368	0.0027	0.0006	-0.0023
Si	0.0017	0.0055	10.8021	-0.0005	0.0012	-0.0051
Si	2.693	2.7408	10.788	-0.0072	0.0016	-0.0036
Si	0.0056	5.3737	10.8054	0.0019	-0.0011	0.0002
Si	2.7187	8.1343	10.7334	0.0026	0.0012	0.0005
Si	5.5157	0.0036	10.5928	-0.0007	-0.0015	0.0054
Si	8.1991	2.7152	10.7713	0.0041	0.0018	0.0035
Si	5.4289	5.4347	10.6626	0.0009	0.0011	-0.0015
Si	8.1711	8.1341	10.7713	-0.0005	-0.0048	-0.0046
Si	1.3209	1.412	12.1864	0.0037	0.0043	0.0053
Si	4.0872	4.1442	12.0729	0.0025	-0.0018	0.0019
Si	1.4142	6.7083	12.133	-0.001	-0.0013	-0.0024
Si	4.1705	9.5588	11.9044	-0.0016	-0.0034	0.0014
Si	6.8197	1.2974	12.0261	0.0031	0.0057	0.0028
Si	9.5035	4.0492	12.2394	-0.0051	-0.0068	0.0004
Si	6.7783	6.721	12.0449	0.0047	0.0015	0.0041
Si	9.5227	9.4903	12.1498	0.0023	0.0035	0.0029
Si	-0.0104	2.7499	13.7151	-0.0037	-0.0002	-0.004
Si	2.8337	-0.0255	13.2772	0	0.0007	0.0025
Si	-0.0428	7.9903	13.4417	-0.0021	-0.0045	0.0011
Si	2.8391	5.4627	13.6058	-0.0055	0.0018	0.0019
Si	5.4142	2.67	13.2777	0.0022	-0.002	0.009
Si	8.1572	0.0256	13.4953	0.0003	0.0022	0.0035
Si	5.4596	8.1887	13.2598	-0.0024	0.0026	-0.0051
Si	8	5.3663	13.5481	0.0009	0.0015	-0.0023
Si	1.6536	3.9453	14.9768	0.0067	0.0013	0.0206
Si	3.8446	1.6216	14.645	-0.0007	-0.0083	0.0039
Si	1.645	9.2348	14.3884	0.0213	0.0072	0.0092
Si	3.9807	7.2108	14.7707	0.0054	0.0217	0.0064
Si	6.8585	3.6723	14.8108	0.0098	0.0021	-0.0141
Si	9.2151	1.5429	14.9481	0.0077	0.0012	-0.0072
Si	6.9953	9.2464	14.6445	0.0009	-0.0086	0.0152
Si	9.1758	6.9273	14.8155	-0.0022	0.0049	0.0155
Si	2.3475	4.2848	17.8842	-0.0008	0.0029	0.0193
Si	-4.5818	12.4859	22.2585	0.0017	0.0001	0.0124
Si	-0.6939	8.9738	18.8131	0.0023	-0.0018	0.0142
Si	3.7175	9.2175	18.8397	-0.0009	0.0013	0.0126
Si	6.5467	1.9818	19.4091	-0.0002	-0.0005	0.0195
Si	-5.0674	11.1844	24.9901	-0.0002	-0.0017	0.0049
Si	5.8116	8.1155	17.0281	0.0019	0.0016	0.0179
Si	4.9621	2.8351	17.0091	-0.0037	-0.0024	0.0203
Si	5.9263	6.351	21.7026	-0.0006	0.0014	0.0113
Si	-0.3673	4.1386	21.9161	0.0011	0.0009	0.01
Si	-0.3182	-1.9697	21.8332	-0.0003	-0.0001	0.0106
Si	9.0965	11.7325	18.0386	0	-0.0031	0.0163
Si	1.4851	10.1897	17.1192	-0.001	-0.004	0.014
Si	8.5319	6.6007	17.7301	0.0015	-0.0005	0.0152
Si	-3.3141	-4.2379	25.6497	0.0009	0.0001	0.0038
Si	-2.9744	8.1848	23.0792	0.0011	0.0015	0.0079
Si	-9.6648	10.8906	23.2058	-0.0021	-0.0003	0.0073
Si	3.2254	6.5043	20.0981	0.002	-0.0003	0.0154
Si	5.3948	11.4875	31.2924	-0.0013	0.0006	-0.0065
Si	8.7771	2.2767	23.6001	-0.0015	-0.0028	0.0069
Si	1.3433	17.3921	22.6253	-0.0031	0.0008	0.0101
Si	7.5069	3.735	25.9684	0.0004	0.0016	0.0016
Si	-1.1596	5.2543	26.9838	-0.0022	-0.0021	-0.0023
Si	1.0166	-4.3694	25.4981	-0.0019	0.0001	0.0027
Si	-4.8614	9.118	29.4976	-0.0034	-0.0016	-0.0018
Si	2.734	11.2383	20.8356	-0.0007	0.0016	0.0133
Si	4.919	6.0825	30.2417	-0.001	0.0008	-0.0067
Si	8.0527	4.6679	20.0737	0.0027	0.0009	0.0144
Si	0.8924	12.5733	18.8173	0.0033	-0.0015	0.0144
Si	3.4005	-6.9596	28.7642	-0.0001	0.0007	-0.0068
Si	2.3932	8.152	27.5014	0.0004	0.0011	-0.0056
Si	2.1987	2.6703	22.2869	-0.0012	0.0018	0.0087
Si	0.3925	-1.491	25.7418	-0.0002	-0.0008	0.0014
Si	-2.2292	10.6256	24.9388	-0.0003	0.0011	0.0037
Si	4.8589	2.8892	26.248	0.0012	0.0004	0.0012
Si	-6.2314	4.0667	23.3783	-0.0008	-0.0003	0.0078
Si	2.2224	7.3318	30.4708	-0.0007	-0.0029	-0.0131
Si	-1.5276	1.0683	32.9623	0.0003	0.004	-0.0111
Si	0.1645	5.7507	34.1423	0.0039	-0.0033	-0.0185
Si	1.8505	-2.8066	33.2362	0.0001	-0.0012	-0.0122
Si	0.6174	4.9825	29.4777	-0.0019	0.0076	-0.0083
Si	-2.1584	-3.0798	33.7879	0.0011	0.001	-0.0133
Si	-5.5138	-2.1523	26.5623	-0.0021	-0.0022	-0.0011
Si	-7.6047	2.4761	31.5916	-0.0008	0.0011	-0.0072
Si	5.7835	3.6195	31.9731	-0.0039	0.0031	-0.0106
Si	4.5466	1.0025	35.3975	0.0011	0.001	-0.0156
Si	-0.2199	-0.9493	34.7477	0.0006	-0.0012	-0.0122
Si	-3.1293	9.8085	31.6716	-0.0029	0.002	-0.0102
Si	3.8564	9.0847	34.9495	-0.0032	0.0005	-0.0134
Si	7.0079	2.547	34.4162	-0.0006	0.0025	-0.016
Si	6.4886	7.4909	35.6821	0.0033	0.0007	-0.0148
Si	11.2315	3.3312	32.1059	0.0032	0.0016	-0.0102
O	0.1889	-0.6218	-1.4075	-0.0019	0.0015	0.0109
O	-3.3893	-1.5231	-7.5424	0.0014	0.0026	0.0074
O	1.7228	8.3043	-6.0331	-0.0009	0.0032	0.0063
O	6.0752	2.1524	-6.4937	-0.0003	0.0013	0.0077
O	5.1669	-0.4483	-7.6414	0.001	0.0023	0.0055
O	0.0898	5.4909	-1.9213	-0.001	0	0.016
O	2.8593	8.8303	-1.4597	0.0003	-0.0037	0.0112
O	1.4905	6.5837	-3.9311	-0.0039	-0.0009	0.0072
O	4.1116	1.2508	0.6845	-0.0011	-0.0029	0.0059
O	3.4264	2.0101	-1.6307	-0.0015	0.002	0.011
O	7.5327	2.951	-1.7519	0.004	-0.0004	0.0151
O	8.074	1.5029	-3.8494	-0.0022	0.0028	0.0067
O	3.9776	6.7818	-0.3307	0.0001	0.0095	0.0142
O	6.1044	6.0242	-1.3829	-0.0001	-0.001	0.0097
O	9.362	6.9532	-0.4943	0.0006	0.0006	0.0043
O	7.2738	8.4521	-0.946	0.0022	-0.0011	0.0095
O	2.6105	2.6211	15.0307	0.005	0.0053	-0.0078
O	1.4423	4.5445	16.5216	-0.0033	-0.0008	-0.0125
O	4.6188	1.52	16.0972	0.0025	0.002	-0.0066
O	8.1301	2.7315	15.1799	-0.009	-0.0125	0.0283
O	1.0903	10.1916	15.5727	0.0002	-0.0017	-0.0125
O	9.4079	11.7865	16.445	0.0025	0.0006	-0.0147
O	2.7023	8.1857	15.068	-0.0255	-0.0261	0.0131
O	4.7749	7.1334	16.2168	-0.0049	-0.0028	-0.0147
O	9.3508	-4.5491	16.3423	0.0004	-0.001	-0.0136
O	6.0739	1.1412	20.7188	0.0011	0.0005	-0.0075
O	6.0812	3.7668	16.2618	-0.0069	0.0079	-0.0117
O	9.4837	4.2675	20.6981	-0.0037	-0.0007	-0.0055
O	5.2126	16.396	22.911	-0.0004	0.0009	-0.0037
O	1.296	11.7401	17.4995	-0.0009	-0.0013	-0.006
O	29.6702	12.6694	22.335	-0.002	0.0003	-0.0052
O	8.2335	8.2407	15.0046	0.0056	0.0071	-0.0049
O	2.6901	5.489	18.9319	0.0002	-0.0057	-0.0105
O	2.9299	7.9918	19.539	0.0003	0.002	-0.0077
O	-13.4372	5.2583	18.5935	-0.0001	0.0028	-0.0086
O	-7.1329	3.844	17.2513	0.0016	-0.0029	-0.0082
O	7.2541	5.6642	21.0703	0.0016	-0.0022	-0.0065
O	3.7699	10.4406	19.906	-0.0002	-0.0027	-0.0076
O	10.1567	1.8097	18.8239	-0.0014	-0.0011	-0.0063
O	7.6083	12.1633	18.4265	0.0036	0	-0.0062
O	5.2802	2.2692	18.4757	-0.0027	-0.0001	-0.0124
O	0.0297	5.6086	22.4118	0.0009	-0.001	-0.0044
O	5.1796	8.716	18.3881	0.0015	-0.0007	-0.0087
O	9.1956	10.209	18.5494	0.0015	0.0043	-0.0055
O	4.813	6.4483	20.5042	-0.0024	0.0014	-0.0053
O	0.8527	-2.8469	22.5017	-0.0001	0.0006	-0.0036
O	0.5272	9.0856	17.7866	0.0028	0.0005	-0.0076
O	7.7002	2.8682	24.6369	-0.0006	0.0004	-0.004
O	1.4639	12.4973	23.3023	0.0015	0.0005	-0.004
O	-3.7414	14.2485	19.9395	-0.0021	-0.0012	-0.0061
O	-5.3157	13.8791	22.5922	-0.0004	-0.0012	-0.0047
O	12.1892	9.3012	27.0867	0.0012	-0.0014	0.001
O	7.0118	5.162	25.4335	0.0008	0.0003	-0.0002
O	2.9865	9.7414	17.4969	-0.0032	0.0026	-0.0077
O	1.3597	11.6212	20.0444	-0.003	0.0016	-0.0096
O	9.3983	7.5961	18.6465	-0.0038	-0.0013	-0.0053
O	-0.1819	10.3763	22.522	0.0001	-0.0009	-0.004
O	13.3113	17.1026	21.477	0.0021	0.0014	-0.0056
O	-3.8006	18.0987	17.4281	-0.0035	0.0015	-0.0091
O	1.2604	-0.6102	24.6912	-0.0007	0.0015	-0.0037
O	-1.4204	1.0046	24.3121	-0.0003	0.0005	-0.0021
O	1.6093	3.1288	18.7444	0.002	0.0015	-0.008
O	-4.375	-3.1149	22.3312	-0.001	-0.0018	-0.0034
O	-0.0424	-1.8503	20.2684	-0.0014	-0.0004	-0.011
O	-2.6848	7.1087	24.244	0.0006	0.0001	-0.004
O	1.8776	17.12	24.1461	0.0011	-0.001	-0.0031
O	1.8763	4.4314	28.6364	0.0006	0.0011	0.0049
O	-1.0187	14.2431	23.1707	0.0009	0.0024	-0.0041
O	-5.6487	-1.1525	25.3103	0.0008	0.0016	-0.0003
O	-7.3547	6.4957	30.9878	-0.0012	0.0009	0.0029
O	-6.0529	1.37	25.7023	-0.0002	0.0002	0.0002
O	-1.7711	-2.6547	22.0055	0.0014	-0.0001	-0.0043
O	-8.4967	10.3812	22.1712	0.002	0.0003	-0.0069
O	6.2324	9.3915	16.0972	0.0008	0.0001	-0.0106
O	3.227	12.7064	21.3384	-0.0004	-0.0017	-0.0061
O	-7.79	14.6949	22.9759	-0.0005	-0.0004	-0.0036
O	-7.1107	3.1428	27.3998	0.0001	0.0016	0.001
O	3.8826	0.9717	31.7786	0.0012	0.0001	0.0053
O	5.8596	-5.8419	31.1166	0.0004	-0.0019	0.0063
O	-1.9941	3.881	26.7841	-0.0001	0.0006	-0.001
O	0.9853	14.2475	21.4663	0	0.0002	-0.0038
O	10.2798	5.2569	28.4773	0.0055	-0.0015	0.0056
O	1.894	6.7524	26.8409	0.0005	0.0004	0.0006
O	8.7309	6.5362	26.7825	-0.0002	-0.0007	-0.0004
O	-4.544	-7.7569	26.8848	-0.001	0.0004	-0.0005
O	5.8111	0.5362	23.3786	0.0007	0.0026	-0.0031
O	11.0528	3.9877	30.6512	0.0001	-0.0001	0.0077
O	-4.5655	-3.3561	26.0974	0.0015	0.0002	-0.001
O	0.0038	-5.5774	25.8504	0.0005	0.001	-0.0006
O	3.4111	-7.9833	30.022	0.0015	-0.0019	0.0074
O	3.8451	10.6706	34.6023	0.0007	0.0001	0.0079
O	-4.8339	-1.5626	27.9022	-0.0014	0	0.0067
O	-3.4391	-3.7571	34.4594	-0.0034	0.0009	0.0078
O	-1.5398	-1.89	34.7056	0.0015	0.0017	0.0047
O	-1.1266	-0.9283	25.9237	0.001	0.0007	-0.0004
O	5.5433	1.8632	34.4857	-0.0011	-0.0027	0.0078
O	18.1937	0.331	25.6563	-0.0016	-0.0002	-0.0006
O	0.9791	6.3646	30.1983	0.001	-0.0023	-0.0003
O	3.3796	8.3278	33.6223	0.0032	0.0009	0.0064
O	4.2187	3.5079	32.422	0.0013	0.0009	0.0039
O	4.4338	5.1789	28.9578	0.0007	0.0008	0.0061
O	-0.875	-8.5634	32.224	0	-0.0002	0.0073
O	0.179	-3.0081	25.2273	0.0022	0	-0.0015
O	1.7719	2.5527	32.1449	-0.002	0.0014	0.0046
O	3.8606	8.3266	26.9007	0.0033	0.0004	0.0018
O	0.2431	4.3486	33.3575	-0.0011	0.0054	0.0074
O	-6.2276	3.8833	24.9856	-0.0006	-0.0008	-0.0026
O	-8.3402	8.1306	29.1056	-0.0004	-0.0003	0.0054
O	5.5856	7.5428	29.8465	-0.0015	-0.0001	0.0034
O	0.9519	9.1522	33.9988	-0.0034	0.0028	0.007
O	-2.6957	-2.4272	32.42	0.0031	-0.0017	0.0084
O	5.4902	0.2328	36.476	-0.0005	-0.0013	0.0106
O	5.2849	8.4362	35.2383	0.0008	-0.0009	0.0074
O	-1.0822	-4.2602	33.5786	0.0008	0.0009	0.0067
O	6.7743	3.714	33.2788	0.002	-0.0024	0.0083
O	-1.9332	-0.005	31.825	0.0002	0.0001	0.0062
O	-0.4529	11.32	33.9799	0.0019	-0.0031	0.0063
O	6.3918	-0.3129	32.2236	0.0015	0.0002	0.0055
O	9.4236	1.3281	36.9371	0.0054	0.0073	0.0126
O	-2.8753	-1.2529	23.8238	0	-0.0022	-0.0021

Results
free energy: -163107.734 eV
free energy less fixed offsets of O -570.45, Si -639.56 eV per atom: 1.146 eV

The program warned: the cutoff lies below the one the program advises for these potential files; the forces do not sum to zero within the program's tolerance; empty levels may hold ghost states of the PAW files; the exchange-correlation potential is rough where the density is thin.
